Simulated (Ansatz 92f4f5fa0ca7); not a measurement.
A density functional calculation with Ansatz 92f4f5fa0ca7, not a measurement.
Periodic cell of 237 atoms, Si146O90B1, from a study of silicon, its oxide and their interface. The atomic structure is a simulated model.
Doubt: the cutoff is far below the 930 eV that the study's wrapper takes by default for these files, so forces and energies are approximate.
This geometry differs little from another in the collection (a relaxation step or a small displacement).

Settings
functional: PBE
potential files: Ansatz PAW
basis: plane waves
wave-function cutoff: 580 eV
density cutoff ratio: 5
exchange-correlation grid ratio: 1
k mesh: 1 x 1 x 1, Gamma-centred
self-consistency stop: 5e-08 eV per atom in the density residual
occupations: fixed
spin: none
net charge: -1 e, with a uniform compensating background and no finite-size correction

Cell vectors (angstrom)
a  11.6015  0  0
b  0  10.938  0
c  0  0  32.0622

Atoms: element, x, y, z (angstrom)
Si  -0.216  -0.072  23.1928
Si  3.659  0.1701  23.0895
Si  7.5644  -0.1566  23.4028
Si  1.6704  1.3532  23.3806
Si  5.727  1.3573  23.1735
Si  9.4151  1.2391  23.1891
Si  0.1566  5.2894  23.4383
Si  4.1337  5.2738  23.3909
Si  8.0336  5.5912  23.5359
Si  2.1624  6.5599  23.3644
Si  5.9638  6.7479  23.5018
Si  10.006  6.8455  23.6235
Si  1.8962  2.6324  25.3654
Si  5.8335  2.6268  25.2339
Si  9.634  2.641  25.1833
Si  11.591  3.9786  25.3671
Si  3.8884  3.9357  25.307
Si  7.7505  4.0585  25.3227
Si  1.9533  8.1423  25.1761
Si  5.7749  8.1682  25.369
Si  9.7084  8.2685  25.4357
Si  11.6242  9.5782  25.2225
Si  3.8526  9.57  25.0653
Si  7.6886  9.5231  25.3881
Si  11.6425  -0.0196  27.1872
Si  3.8975  -0.0654  27.1086
Si  7.7626  -0.0265  27.2749
Si  1.9803  1.3003  27.2782
Si  5.829  1.3075  27.1886
Si  9.6932  1.3317  27.1667
Si  11.584  5.4518  27.2153
Si  3.8399  5.4078  27.191
Si  7.7127  5.4445  27.2433
Si  1.9263  6.8115  27.1532
Si  5.7574  6.7827  27.2644
Si  9.6512  6.8079  27.2816
Si  1.9396  2.7171  29.176
Si  5.7932  2.7175  29.108
Si  9.6758  2.7182  29.1135
Si  0.0063  4.0904  29.1469
Si  3.8608  4.0876  29.1549
Si  7.7328  4.0821  29.1671
Si  1.9351  8.1792  29.1019
Si  5.7936  8.1733  29.175
Si  9.6687  8.1814  29.2043
Si  0.0009  9.5495  29.1292
Si  3.8707  9.547  29.0952
Si  7.7331  9.5383  29.1906
Si  -0.0027  -0.0043  31.0728
Si  3.8576  0.0011  31.045
Si  7.7266  0.0041  31.0964
Si  1.9258  1.3675  31.1094
Si  5.7923  1.3685  31.0486
Si  9.6644  1.3628  31.0666
Si  0.0073  5.4654  31.0791
Si  3.8674  5.4738  31.0861
Si  7.7394  5.4617  31.1081
Si  1.9355  6.8412  31.0587
Si  5.8036  6.8297  31.1108
Si  9.6757  6.8264  31.1364
Si  1.9285  2.7525  0.9808
Si  5.7939  2.7503  0.9144
Si  9.6645  2.7352  0.9514
Si  -0.014  4.1118  0.9505
Si  3.8629  4.1206  0.9678
Si  7.7376  4.1123  0.9868
Si  1.9278  8.2208  0.9326
Si  5.7944  8.2318  0.9587
Si  9.6658  8.2262  0.9976
Si  -0.0044  9.5975  0.9714
Si  3.8571  9.5976  0.9461
Si  7.7343  9.5878  0.9752
Si  11.6083  0.043  2.915
Si  3.8541  0.0334  2.9017
Si  7.7391  0.0326  2.8961
Si  1.9324  1.414  2.9284
Si  5.8097  1.3788  2.8264
Si  9.6595  1.3974  2.9123
Si  11.5645  5.5125  2.8589
Si  3.8752  5.5076  2.9027
Si  7.7359  5.5233  2.9123
Si  1.912  6.8359  2.8519
Si  5.808  6.8734  2.8836
Si  9.6594  6.9112  2.9658
Si  1.9102  2.8495  4.8267
Si  5.8328  2.7423  4.7356
Si  9.5946  2.8136  4.8264
Si  11.538  4.1527  4.7756
Si  3.9155  4.1184  4.8229
Si  7.713  4.2243  4.8828
Si  1.89  8.1607  4.7983
Si  5.808  8.2726  4.7859
Si  9.6624  8.3331  4.9094
Si  11.6339  9.6674  4.8851
Si  3.8189  9.5022  4.7785
Si  7.7234  9.6904  4.8854
Si  11.5959  0.2499  6.7743
Si  3.7554  -0.0356  6.6435
Si  7.7112  0.0735  6.905
Si  2.0523  1.5228  6.7633
Si  5.7144  1.2943  6.6104
Si  9.6454  1.5419  6.8259
Si  11.5255  5.5181  6.6941
Si  3.9821  5.4473  6.7967
Si  7.7331  5.6908  6.8317
Si  1.9752  6.6619  6.6566
Si  5.8078  6.9997  6.7518
Si  9.7518  7.0592  6.9175
O  9.9864  7.9955  8.3064
O  7.6462  9.964  8.2259
O  7.3939  4.7592  8.1733
O  3.3755  10.3577  8.1923
O  2.0225  7.5684  8.0357
O  4.0103  4.5959  8.2514
O  9.7798  2.4718  8.215
O  2.6314  2.3456  8.1291
O  11.3985  4.5853  8.0618
O  5.3748  2.3847  7.8128
O  5.8055  8.0087  8.0896
O  11.2999  10.3372  8.1556
O  11.3491  9.9815  21.7717
O  3.2621  10.6346  21.5201
O  5.7276  7.7419  22.1856
O  4.297  4.4799  21.9244
O  7.6568  9.6205  22.1844
O  10.2797  7.6343  22.1925
O  1.5811  2.4158  22.121
O  5.8935  2.3816  21.8684
O  8.4835  4.7242  22.2098
O  -0.1112  4.4359  22.0369
O  2.3826  7.3981  21.9531
O  8.9739  1.8743  21.7636
Si  1.8986  7.8099  9.6183
Si  5.0886  0.5828  17.7326
Si  2.5106  5.463  14.0583
Si  10.5401  3.9167  14.0919
Si  8.3087  2.3883  15.3869
B  9.5159  2.1896  20.4049
Si  10.5115  3.6714  9.0695
Si  0.0062  2.3612  11.5825
Si  11.0255  8.2143  15.4261
Si  5.1973  6.9477  14.0183
Si  5.7692  2.6548  11.1453
Si  8.6069  7.5535  19.3837
Si  8.2471  4.6917  20.5929
Si  5.9721  9.6146  15.2415
Si  2.1233  7.5573  20.3555
Si  1.8561  4.8058  18.8252
Si  4.4433  3.4256  18.0206
Si  8.5382  9.0001  16.8928
Si  0.8401  9.5221  13.3027
Si  9.9058  10.6885  11.7285
Si  5.3946  3.6771  20.9941
Si  0.5969  5.5877  16.2826
Si  10.7678  9.1769  9.1528
Si  6.565  8.8077  21.2787
Si  7.1237  7.1439  11.4988
Si  2.6672  0.7807  12.2083
Si  10.8954  8.5937  21.0309
Si  6.0294  4.3244  15.6648
Si  7.1112  0.5247  13.0453
Si  4.078  2.9885  8.5983
Si  0.8845  6.7679  11.925
Si  6.5569  9.0768  9.0827
Si  0.4976  3.1795  21.1464
Si  9.7962  6.5679  12.9366
Si  7.7234  4.5692  9.7566
Si  3.9851  10.0027  20.1856
Si  4.2694  3.0744  13.536
Si  3.8386  10.0438  9.732
Si  8.13  0.8363  18.212
O  11.4455  3.2849  12.8992
O  9.3493  4.5073  9.8692
O  9.0017  3.4654  19.9283
O  4.0445  -0.0774  18.807
O  11.3595  4.6104  15.3008
O  9.8421  9.8275  10.3301
O  3.7695  1.5802  13.1074
O  0.6556  9.1273  14.8691
O  6.5011  0.9973  18.4425
O  4.7088  3.1791  19.6087
O  6.2882  1.2493  11.8166
O  0.5281  8.6581  9.8726
O  5.5437  4.3634  17.2271
O  8.4554  7.2616  12.3957
O  4.439  2.6425  10.1572
O  2.0911  5.7059  15.6087
O  3.3401  0.1192  10.8842
O  5.8968  7.2352  12.5611
O  2.3578  6.2079  19.4902
O  0.6139  5.0184  17.7921
O  8.4214  10.7198  12.3956
O  5.4597  10.1012  9.7095
O  0.5804  8.0307  20.2028
O  9.7764  2.6649  14.7637
O  2.0226  10.6201  13.2113
O  9.9852  9.1886  16.1733
O  6.1512  10.3777  13.7971
O  7.5225  1.5764  14.2093
O  1.4505  3.778  19.9793
O  5.9289  5.7765  14.9082
O  7.4159  9.0274  15.7154
O  1.486  1.7225  11.6388
O  7.1866  8.32  10.3709
O  4.3611  1.9712  17.2781
O  7.0498  3.1975  10.3011
O  11.5678  7.0771  16.4361
O  8.3059  10.1812  17.9406
O  3.2472  8.5725  10.1098
O  7.5759  3.8311  15.6137
O  3.0297  4.1916  17.8926
O  2.917  3.9298  13.7431
O  1.3404  8.2358  12.4534
O  1.2377  5.7093  13.0863
O  5.0526  8.3077  14.9046
O  10.9906  2.2063  20.5328
O  11.0005  10.0392  12.7396
O  5.2745  3.638  12.3595
O  5.118  3.1856  14.909
O  6.5986  4.6631  20.5059
O  8.4579  1.5908  16.7777
O  10.3911  1.2805  11.4489
O  10.8785  6.6351  11.7057
O  3.2023  8.6349  19.7919
O  1.7041  6.4669  10.536
O  7.1947  8.0233  20.0269
O  8.4963  7.6028  17.7468
O  3.6949  6.474  13.642
O  9.5381  5.0281  13.4124
O  5.5302  9.872  20.6561
O  10.3109  7.4631  14.1747
O  8.8462  6.0268  19.8574
O  7.0924  5.7479  10.6675
O  5.3052  10.5492  16.4111
O  9.0778  1.17  19.4433
O  11.5745  3.1917  10.1866
O  9.7482  8.6177  19.8791

Results
free energy: -144145.694 eV
free energy less fixed offsets of B -154.04, O -568.88, Si -635.61 eV per atom: 6.606 eV

Forces (eV/angstrom), in the order of the atoms: element, x, y, z
Si  0.0075  -0.0009  -0.0076
Si  0.0097  -0.0028  -0.0047
Si  -0.0081  -0.0194  -0.0086
Si  -0.0047  -0.0294  0.0046
Si  -0.0069  0.0003  0.0003
Si  0.0171  0.0012  -0.0033
Si  -0.0018  -0.0042  -0.0067
Si  -0.0037  -0.005  -0.0033
Si  -0.0005  0.0003  -0.0087
Si  0.0077  -0.0001  -0.0122
Si  0.0012  0.0036  -0.0076
Si  0.0056  0.0015  -0.0156
Si  0.0041  -0.0023  0.0088
Si  -0.0031  0.0012  -0.004
Si  -0.0029  0.0027  0.0069
Si  0.0046  -0.0013  -0.0054
Si  0.0013  0.0029  -0.0022
Si  -0.0058  0.0007  0.0013
Si  -0.0048  0.0023  0.0053
Si  -0.0005  0.0035  -0.0024
Si  0.0015  0.0013  0.0021
Si  -0.0038  -0.0074  0.005
Si  0.0014  -0.0003  0.0006
Si  0.0026  -0.0042  0.0075
Si  -0.0002  0.0005  -0.0048
Si  -0.0001  0.0002  -0.0006
Si  0.002  -0.0003  -0.0005
Si  0.0033  -0.0008  -0.0033
Si  -0.0017  -0.0012  0.0004
Si  -0.0007  -0.0024  -0.0004
Si  -0.0001  0.0047  -0.0023
Si  -0.0003  0.0007  -0.0021
Si  0.0019  -0.0003  -0.0022
Si  -0.0001  -0.0007  0.0031
Si  0.0049  0.0011  0.0018
Si  0.0005  0.0026  -0.0039
Si  0.001  -0.0003  -0.0044
Si  0.0002  -0.0006  0.0019
Si  -0.0005  -0.0009  -0.0029
Si  0.0016  -0.0006  0.0029
Si  0.0008  -0.001  0.0008
Si  -0.0008  -0.0007  0.0011
Si  0.0018  -0.0013  -0.0002
Si  0.0001  -0.0011  -0.0003
Si  0.0009  0.0018  -0.0005
Si  0.0005  0.0005  -0.0011
Si  -0.0002  0.0005  -0.0015
Si  0.0003  0.0003  0.0033
Si  0.0006  0.0011  0.0017
Si  0.0008  0.0015  0.001
Si  0.0004  0.0003  0.0005
Si  0.0013  -0.0014  -0.0024
Si  0.0001  -0.0005  0.002
Si  0.0009  -0.0002  0.0014
Si  0  0.0003  0.0015
Si  0.0004  0.0008  0.0003
Si  -0.0005  0.0013  0.001
Si  -0.0011  -0.0017  0.0014
Si  0.0009  0.001  -0.001
Si  -0.0004  -0.0012  -0.0017
Si  0  0.0008  -0.0016
Si  0  0.0002  -0.0008
Si  0.0009  0.0002  0.0016
Si  -0.0001  0.0002  0.0004
Si  0.0002  0.0005  0.0009
Si  0.0006  0.0004  0.0013
Si  -0.0003  -0.0003  0.0016
Si  0.0014  -0.0009  -0.0007
Si  -0.0012  0.0003  0.0008
Si  -0.0015  -0.0001  0.0012
Si  0.0007  -0.0014  0.0025
Si  0.0012  -0.0007  0.0011
Si  0.0006  0.0003  -0.0005
Si  -0.0002  -0.0004  0.0004
Si  0.0005  0.0001  0.0011
Si  -0.0001  -0.0012  -0.0005
Si  -0.0004  -0.0002  0.0009
Si  0.0003  -0.0004  0.0009
Si  -0.0005  -0.0008  -0.0001
Si  0.0002  -0.0008  0
Si  0.0003  -0.0009  -0.0003
Si  0.0004  -0.0001  0.0004
Si  0.0006  -0.0003  -0.0004
Si  -0.0005  -0.0005  0
Si  0.0003  -0.0003  -0.0002
Si  -0.0006  -0.0004  -0.0004
Si  0.0002  -0.0008  0.0001
Si  -0.0006  0.0005  0.0002
Si  -0.0012  0.001  0.0002
Si  -0.0001  -0.0006  -0.0002
Si  -0.0003  0.0007  0.0008
Si  0.0008  0  -0.0008
Si  -0.0005  0.0001  -0.0013
Si  -0.0006  0.0013  -0.0015
Si  0.0009  0.0009  -0.0009
Si  0.0006  0.0005  0.0014
Si  0.0019  -0.0035  0.0076
Si  -0.002  -0.0012  0.0036
Si  0.0011  -0.0015  0.0053
Si  0.001  0.0027  0.0053
Si  -0.001  0.0016  0.0079
Si  -0.0003  0.001  0.006
Si  -0.001  0.0006  0.0067
Si  0.0012  -0.0017  0.0044
Si  -0.0001  0.0004  0.0076
Si  -0.0002  0.001  0.007
Si  0.0004  0.0001  0.0063
Si  0  0.0012  0.0048
O  -0.0015  -0.004  -0.008
O  0.0012  0.0013  -0.0057
O  0.0001  0.0025  -0.0046
O  -0.0006  -0.0008  -0.0036
O  -0.0013  -0.0029  -0.0057
O  0.0008  -0.0009  -0.003
O  -0.0005  -0.0035  -0.0069
O  -0.0026  -0.0029  -0.007
O  0.0002  0.0008  -0.0044
O  0.0027  -0.0056  -0.0092
O  0.0001  -0.0024  -0.0068
O  0.0023  0.0013  -0.005
O  -0.0031  0.0074  0.0038
O  0.0001  0.0024  0.0045
O  0.0061  0.0013  0.0008
O  0.0162  -0.0006  0.0057
O  -0.006  0.0126  0.0069
O  -0.0031  -0.0147  0.0084
O  0.019  0.0222  -0.0074
O  0.0021  -0.0082  0.0048
O  -0.0038  0.009  0.0055
O  0.0069  0.012  0.0093
O  -0.004  -0.0028  -0.0028
O  -0.0477  0.0242  -0.0105
Si  0.0012  0.0006  -0.0044
Si  0.0108  -0.0067  -0.0376
Si  0.002  -0.0018  -0.0214
Si  0.0029  -0.0012  -0.0251
Si  -0.0021  0.0002  -0.0311
B  0.0178  -0.0382  -0.0121
Si  -0.0004  0.0001  0.0014
Si  0.0026  0.0011  -0.0157
Si  -0.0043  0.0051  -0.0225
Si  -0.0015  0.0016  -0.0238
Si  -0.003  0.0036  -0.0142
Si  -0.0201  -0.0011  -0.0324
Si  -0.0104  0.0095  -0.0123
Si  -0.0004  -0.004  -0.0231
Si  0.011  -0.0114  -0.0071
Si  -0.0114  0  -0.0198
Si  -0.0014  0.009  -0.0412
Si  -0.0012  0.013  -0.0347
Si  0.0028  0.0022  -0.0212
Si  -0.0002  -0.001  -0.0117
Si  -0.0218  0.0106  -0.0294
Si  0.003  -0.0007  -0.0267
Si  0.0007  0.0012  0.0013
Si  0.0021  -0.0013  -0.0095
Si  0.0036  -0.002  -0.0155
Si  -0.0057  0.0005  -0.0212
Si  -0.0061  0.0151  0.0004
Si  0.0031  -0.0019  -0.0185
Si  0.0045  0.0052  -0.0222
Si  -0.0019  0.0062  0.0033
Si  0.0031  0.0007  -0.0148
Si  -0.0005  0.0001  0.002
Si  0.0156  0.0341  -0.0472
Si  -0.0068  0.001  -0.023
Si  0.001  -0.0004  -0.0006
Si  0.0037  0.0111  -0.0107
Si  -0.0031  -0.0008  -0.0185
Si  -0.0006  0.0017  0.0015
Si  -0.0153  0.0013  -0.0434
O  -0.0099  0.0049  0.016
O  -0.0022  0.0004  -0.0004
O  0.0088  0.0281  -0.0061
O  -0.0032  -0.0086  0.0266
O  -0.0008  0  0.0138
O  -0.0002  0.0014  0.0034
O  0.0018  0.0071  0.0082
O  -0.0024  -0.002  0.0107
O  0.0008  -0.0009  0.0063
O  0.0166  0.0127  0.0432
O  0.0033  -0.0037  0.0101
O  -0.0021  -0.0019  0.0028
O  -0.0081  -0.0095  0.0108
O  0.0051  -0.0046  0.0081
O  0.0048  -0.0016  0.008
O  -0.0049  0.0006  0.0167
O  -0.0041  0.0011  0.0075
O  -0.0027  -0.0013  0.0121
O  -0.0156  -0.0144  0.0031
O  0.0325  -0.0054  0.0455
O  -0.0065  0.0028  0.0073
O  -0.0017  0.0005  -0.0007
O  0.001  -0.0018  0.0039
O  0.0029  0.0059  0.0095
O  -0.0046  -0.0031  0.0061
O  -0.0156  -0.0043  0.0181
O  -0.0046  -0.0107  0.0167
O  0.0017  0.005  0.0115
O  -0.0335  0.0097  -0.0037
O  0.0029  -0.0077  0.0143
O  0.0096  0.0021  0.0192
O  0.0028  -0.003  0.0102
O  -0.0002  -0.0038  0.0053
O  -0.0021  0.0079  0.0161
O  -0.0023  -0.0004  0.0048
O  0.0009  -0.0031  0.0115
O  0.0005  0.0003  0.0149
O  -0.0008  0.0018  0.0004
O  -0.0103  0.0023  0.0113
O  -0.0037  0.0024  0.0183
O  0.0071  -0.0019  0.0089
O  -0.0006  0.006  0.0102
O  0.0027  -0.0038  0.0103
O  -0.0002  0.0044  0.0107
O  0.0088  -0.0307  -0.0082
O  0.004  -0.0024  0.0077
O  -0.0058  -0.0029  0.012
O  0.0065  0.0062  0.0095
O  0.0016  -0.0236  0.0057
O  0  -0.0102  0.0296
O  0.0006  0.0009  0.0054
O  -0.0071  -0.0022  0.0123
O  -0.0026  -0.0074  0.0082
O  -0.0025  -0.0007  0.0076
O  0.0067  -0.0022  0.0188
O  0.0035  -0.0036  0.0302
O  -0.0009  -0.002  0.0086
O  0.0063  -0.0012  0.0103
O  0.0057  -0.0089  0.0027
O  0.0031  0.0025  0.0162
O  -0.0028  -0.0063  0.0087
O  0.0004  0.0038  0.0043
O  -0.0048  0.0083  0.0186
O  0.0073  0.0169  0.0089
O  0.0016  -0.0042  0.0103
O  0.013  -0.0023  0.0133

The program warned: the cutoff lies below the one the program advises for these potential files; the exchange-correlation potential is rough where the density is thin.
